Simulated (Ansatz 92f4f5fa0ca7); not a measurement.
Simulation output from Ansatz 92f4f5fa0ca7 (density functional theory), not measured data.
Periodic cell of 226 atoms, Si133O92As1, from a study of silicon, its oxide and their interface. The atomic structure is a simulated model.
Doubt: the cutoff is far below the 930 eV that the study's wrapper takes by default for these files, so forces and energies are approximate.
This geometry differs little from another in the collection (a relaxation step or a small displacement).

Settings: functional PBE; potential files Ansatz PAW; basis plane waves; wave-function cutoff 580 eV; density cutoff ratio 5; exchange-correlation grid ratio 1; k mesh 1 x 1 x 1, Gamma-centred; self-consistency stop 5e-08 eV per atom in the density residual; occupations fixed; spin none; net charge +1 e, with a uniform compensating background and no finite-size correction.

Cell vectors (angstrom)
a	10.938	0	0
b	0	10.938	0
c	0	0	31.9494

Atoms and the computed forces on them: element, x, y, z (angstrom), force x, y, z (eV/angstrom)
Si	10.6274	0.0005	24.391	-0.0238	0.0206	0.1757
Si	5.0685	0.1144	24.6488	0.0276	0.0286	0.0711
Si	2.8193	2.2814	24.509	0.041	0.008	0.1169
Si	8.5721	2.442	24.5335	0.0023	-0.0166	0.1179
Si	10.7188	5.594	24.3122	-0.0063	0.0294	0.1357
Si	5.1575	5.6165	24.4175	-0.0171	0.0242	0.1621
Si	2.9865	7.9634	24.3847	0.0072	-0.05	0.1451
Si	8.4277	7.8373	24.3943	0.0179	-0.0112	0.1642
Si	1.2924	1.1292	25.8296	-0.0481	0.0116	-0.0657
Si	6.8276	1.3261	25.7232	-0.0178	-0.024	-0.0574
Si	3.9852	4.0187	25.7144	-0.0381	0.0145	-0.052
Si	9.6987	4.0133	25.8388	0.0284	-0.0384	-0.0664
Si	1.3419	6.798	25.6575	0.0172	-0.0097	-0.0335
Si	6.7958	6.7293	25.7365	-0.0117	0.0072	-0.0776
Si	3.997	9.4654	25.9516	0.0097	-0.023	-0.0438
Si	9.4867	9.445	25.7886	-0.0319	0.0287	-0.038
Si	2.6331	-0.1321	27.2792	0.0124	-0.0042	-0.0147
Si	8.1376	-0.0689	27.1379	0.0449	-0.0142	-0.0003
Si	0.0851	2.6532	27.2071	0.0118	0.0098	0.0013
Si	5.4234	2.6876	27.0708	-0.0449	-0.0599	-0.0009
Si	2.6639	5.4144	27.1006	-0.0033	0.0161	0.0083
Si	8.2262	5.4006	27.089	0.0064	0.0466	0.0143
Si	0.009	8.1514	27.118	0.0128	-0.0049	-0.0022
Si	5.5123	8.1455	27.1759	0.0151	0.0154	0.0161
Si	4.0753	1.3149	28.5119	0.0481	0.0474	-0.028
Si	9.556	1.3089	28.4948	-0.0476	-0.0147	-0.0191
Si	1.3886	4.0674	28.5623	0.037	-0.015	0.0254
As	6.8101	4.061	28.5258	-0.0001	0.0046	0.0347
Si	4.0736	6.7878	28.4768	0.0072	-0.0653	-0.0241
Si	9.566	6.788	28.4978	0.011	-0.0202	-0.0264
Si	1.2934	9.481	28.6196	-0.0479	-0.0427	0.0679
Si	6.8245	9.5382	28.5597	-0.0041	-0.0103	0.0242
Si	-0.0411	-0.0248	29.9402	0.0094	-0.0152	-0.0218
Si	5.4476	-0.0212	29.9009	0.023	-0.0311	-0.0078
Si	2.766	2.7094	29.904	-0.0397	0.0532	-0.008
Si	8.2234	2.6645	29.9244	0.0442	-0.0164	0.0294
Si	-0.0078	5.442	29.8948	-0.0043	-0.0191	-0.0077
Si	5.4171	5.4838	29.9362	-0.0244	0.0421	0.0223
Si	2.734	8.1433	29.9169	-0.0164	0.0374	-0.0189
Si	8.2261	8.1796	29.883	-0.0314	0.0374	0.0041
Si	1.3679	1.3691	31.2609	0.0099	-0.0009	0.0052
Si	6.8025	1.3578	31.2781	0.01	0.0013	-0.0015
Si	4.1066	4.0646	31.2975	0.0047	-0.0134	-0.0101
Si	9.5575	4.1019	31.2728	-0.0136	-0.0101	-0.0164
Si	1.3564	6.8119	31.2817	-0.0081	-0.0094	0.004
Si	6.8477	6.8517	31.2637	-0.0092	-0.016	-0.0148
Si	4.0822	9.5583	31.2703	0.0044	-0.0003	0.0017
Si	9.5532	9.5436	31.2985	-0.0016	-0.0118	-0.0034
Si	2.7387	0.0161	0.6899	-0.0198	-0.0056	-0.0016
Si	8.2047	0.0143	0.6827	-0.0035	0.0002	-0.0046
Si	0.0115	2.7454	0.69	-0.005	0.0062	-0.0087
Si	5.4852	2.7447	0.733	-0.0026	0.017	-0.0047
Si	2.7383	5.4665	0.69	0.0061	0.0024	-0.0033
Si	8.2074	5.4935	0.6904	0.0024	0.0011	0.004
Si	0.0176	8.2111	0.7176	-0.0077	0.0069	-0.0018
Si	5.4737	8.226	0.6968	0.0015	-0.0009	-0.0128
Si	4.0976	1.3814	2.0837	0.0074	-0.001	-0.0168
Si	9.6004	1.3616	2.0456	-0.0276	0.0127	0.0222
Si	1.3551	4.144	2.0697	0.0189	-0.0159	-0.0067
Si	6.842	4.1581	2.0676	0.0311	-0.0224	0.0137
Si	4.0953	6.8543	2.0461	-0.0027	-0.0108	0.0164
Si	9.583	6.8502	2.0826	-0.0168	-0.0128	-0.0183
Si	1.3714	9.6191	2.0729	0.0307	-0.0039	0.0102
Si	6.8326	9.6293	2.0595	0.0336	-0.013	-0.0011
Si	0.0255	0.0413	3.4814	0.0083	0.0133	0.0227
Si	5.4814	0.0419	3.4657	-0.0045	-0.005	0.0386
Si	2.7144	2.7713	3.4161	-0.0355	0.0085	-0.0065
Si	8.2576	2.7829	3.3573	0.0314	0.0313	-0.0717
Si	0.026	5.5188	3.4863	0.0281	0.0234	0.0464
Si	5.4698	5.5332	3.4401	-0.0111	0.021	0.0003
Si	2.7408	8.2424	3.4067	-0.0168	0.0055	-0.0241
Si	8.2392	8.2881	3.397	0.0181	0.0709	-0.0203
Si	1.3737	1.4601	4.8577	-0.0214	-0.0031	-0.0152
Si	6.9097	1.4823	4.7361	-0.0315	-0.0266	0.0182
Si	4.0564	4.157	4.7646	0.0155	0.0147	0.0129
Si	9.6025	4.082	4.7941	-0.0073	-0.0004	-0.0029
Si	1.3694	6.9797	4.8521	-0.0336	-0.0139	-0.0199
Si	6.8366	6.9984	4.7397	-0.0172	-0.0391	0.0192
Si	4.0945	9.5719	4.8005	0.0127	0.0247	0.0027
Si	9.6189	9.5847	4.8501	-0.0096	-0.018	-0.0161
Si	2.7548	0.036	6.1402	0.0229	0.0029	0.0446
Si	8.2932	0.1278	6.0971	-0.0035	-0.0065	0.0411
Si	0.016	2.803	6.3188	0.0143	0.0177	0.0384
Si	5.5103	2.8426	6.0747	-0.0092	-0.006	0.0396
Si	2.7537	5.5965	6.1437	0.0052	-0.0047	0.0439
Si	8.2539	5.6037	5.9597	-0.0106	-0.0034	0.041
Si	0.0467	8.3122	6.3763	0.0102	0.0145	0.0403
Si	5.4992	8.3068	6.2336	0.0058	0.0126	0.0477
Si	4.4188	1.1851	7.3364	0.0042	-0.0008	-0.0974
Si	9.809	1.154	7.636	0.0298	-0.0089	-0.0734
Si	1.1775	4.5124	7.5195	-0.0231	0.0003	-0.1049
Si	6.6404	4.5465	7.2558	0.0009	0.0224	-0.0859
Si	4.3241	6.7081	7.5534	0.0058	-0.0077	-0.0974
Si	9.7267	6.6206	7.511	0.0126	-0.002	-0.0755
Si	1.2805	9.9478	7.7152	-0.0306	-0.0069	-0.1247
Si	6.7205	9.9746	7.4249	-0.0249	0.0114	-0.0991
O	9.5789	1.2371	23.9684	0.0224	0.0071	-0.035
O	4.1014	6.806	23.9391	0.0094	0.0077	-0.0356
O	3.9983	1.2168	24.011	0.0223	0.0393	0.0131
O	9.5525	6.7124	23.8904	-0.0302	-0.028	-0.0163
O	-0.0231	5.5601	8.0191	-0.0045	-0.0173	0.0036
O	5.5695	0.1352	7.9168	0.0087	-0.0105	0.004
O	0.0735	0.0967	8.1508	-0.0126	0.0032	0.003
O	5.5378	5.6196	7.8853	0.0027	-0.0118	-0.0009
O	7.6074	3.9558	8.4258	0.038	-0.0412	0.0477
O	8.7212	7.0544	8.7595	-0.0445	0.0471	0.0458
O	2.1835	9.4621	9.036	0.0669	-0.0436	0.0751
O	8.8933	1.6773	8.9292	-0.0498	0.0478	0.0432
O	7.6277	9.4845	8.708	0.037	-0.0423	0.0532
O	3.5877	1.8255	8.5897	-0.0275	0.0488	0.0468
O	3.5778	7.2239	8.9463	-0.0281	0.0443	0.0535
O	2.0651	4.0216	8.8215	0.0637	-0.0366	0.0573
O	8.1401	3.5113	23.3579	-0.045	0.0399	-0.059
O	0.4503	4.9342	22.9425	0.0524	-0.0798	-0.0854
O	1.9036	2.7585	23.2416	-0.0583	0.032	-0.0808
O	5.8294	4.9123	23.0983	0.067	-0.0648	-0.0869
O	5.541	9.9719	23.5142	0.0367	-0.0337	-0.0518
O	2.4496	8.7047	23.0145	-0.0525	0.0513	-0.0938
O	0.1896	10.0588	23.0779	0.052	-0.04	-0.0987
O	7.7881	8.5635	23.0615	-0.0727	0.0663	-0.0918
Si	8.6593	7.7015	18.4323	0.0013	0.001	-0.04
Si	8.7859	6.3617	13.6314	-0.0036	0.004	0.0194
Si	3.7949	1.5423	14.7394	-0.0021	-0.002	-0.0002
Si	2.1404	5.7529	17.6175	-0.0083	-0.0055	-0.0343
Si	2.4201	3.1465	19.4739	-0.0119	0.0024	-0.0369
Si	9.8169	9.035	12.0847	0.0012	-0.0008	0.0188
Si	1.3335	9.423	22.0541	0.0101	0.0008	0.0635
Si	9.1737	0.9699	13.1954	0.002	0.0025	0.0195
Si	1.4238	5.0579	13.0289	0.0036	0.0013	0.0293
Si	1.795	8.2567	12.8218	0.0052	0.002	0.0099
Si	6.6504	9.5461	22.4087	0.0158	-0.0138	0.0412
Si	4.529	4.6034	15.7057	0.0038	0.0084	-0.012
Si	8.2123	3.0236	9.5929	0.0079	-0.0257	-0.0206
Si	0.8429	8.2459	19.2485	-0.0012	0.0156	-0.0292
Si	6.9513	1.3467	21.0828	0.0103	-0.0028	-0.0363
Si	8.2306	8.3223	9.6837	0.0095	-0.0116	-0.0281
Si	10.8893	5.2101	15.6051	-0.0036	0.0037	-0.0143
Si	7.5706	9.5075	16.315	-0.0012	-0.0068	-0.0177
Si	9.9324	2.0575	20.2878	-0.0023	-0.0003	-0.0339
Si	3.2195	8.5151	9.9242	-0.031	0.0016	-0.0439
Si	6.6993	3.3444	17.3978	-0.0008	0.0049	-0.0271
Si	1.1672	0.2141	19.7889	0.0064	-0.0104	-0.0393
Si	3.2356	2.8179	12.3056	-0.0028	-0.0061	0.0194
Si	7.2208	5.393	19.6658	0.0024	-0.0093	-0.0379
Si	5.7493	8.6757	11.5509	-0.0005	-0.0024	0.0198
Si	5.7864	6.0773	13.2011	0.0035	0.0026	0.0168
Si	4.6332	9.7048	17.6184	-0.0035	-0.0063	-0.0279
Si	1.0244	3.5992	22.1517	-0.0077	0.0333	0.0629
Si	4.8993	1.4829	18.7899	0.0037	-0.0024	-0.0384
Si	3.1947	3.0863	9.5277	-0.0297	-0.0097	-0.029
Si	6.4525	10.8292	13.7915	0.0003	-0.0034	0.0056
Si	10.351	0.1211	15.9698	0.0043	0.0053	-0.0196
Si	5.6626	3.6596	11.1601	0.0074	-0.0091	0.0285
Si	9.8463	3.9035	11.9069	-0.0112	-0.0033	0.0204
Si	2.3431	9.9265	15.5454	-0.0023	-0.0072	-0.0156
Si	6.0739	8.1158	19.7885	-0.0001	0.0082	-0.0405
Si	6.9379	3.9734	22.3509	-0.0098	0.0192	0.0384
Si	9.7576	2.7804	17.3582	0.0031	0.004	-0.0235
O	7.196	6.3811	13.9743	0.0026	0.0001	-0.0087
O	1.8848	7.0621	18.6716	0.0075	-0.0142	0.0211
O	10.2934	4.0457	16.5318	-0.0026	-0.0031	0.0112
O	6.1663	9.9614	17.0543	0.0054	-0.0037	0.0095
O	10.1465	0.7087	14.4681	0.0053	-0.0043	0.0042
O	8.4475	6.1171	18.844	0.0019	0.003	0.0264
O	5.1731	0.6922	14.4372	-0.0036	0.0037	-0.0033
O	5.7229	2.0501	17.513	0.0045	0.0023	0.0128
O	8.3506	1.942	20.5612	0.0125	0.0028	0.0271
O	1.9896	4.3026	18.3946	0.0049	0.0154	0.0149
O	6.967	2.8067	10.6433	-0.0271	0.0074	-0.0067
O	4.8715	2.7095	12.2217	-0.0084	-0.0023	-0.0127
O	6.0321	4.3948	16.3438	0.002	-0.0011	0.0071
O	4.5673	3.915	9.9356	0.0193	0.0069	-0.0056
O	10.6905	2.7728	21.5531	-0.0174	-0.0223	-0.0002
O	9.7218	6.1647	14.968	0.0093	-0.005	0.0044
O	6.007	6.4799	19.8302	0.0029	0.0001	0.0307
O	4.0814	0.169	18.2805	0.0014	-0.0021	0.0221
O	9.2575	10.5558	12.2745	-0.0012	0.0124	-0.0158
O	2.8564	4.3609	12.7117	-0.0059	0.0083	-0.0205
O	1.9108	10.7117	21.204	-0.0001	0.0198	-0.0078
O	3.9966	2.7233	19.3723	0.0056	-0.0036	0.0285
O	0.7295	10.0445	15.962	-0.0003	0.0008	0.0053
O	1.2787	9.8053	18.8311	0.0003	-0.0014	0.017
O	1.7103	1.6696	19.2634	0.0029	0.0032	0.0261
O	8.9411	10.3976	16.5021	-0.002	-0.0035	0.0102
O	4.8714	8.58	18.7874	-0.0045	0.0044	0.0158
O	9.5812	8.7548	10.4884	0.0157	0.0083	0.0068
O	6.7535	4.0781	18.8513	-0.0017	-0.0095	0.0161
O	2.8412	1.7214	13.4125	0.0017	-0.0057	-0.0034
O	5.8222	8.7622	21.2602	-0.0153	-0.0251	-0.0152
O	2.5422	2.4497	10.8807	-0.0016	-0.0047	0.0187
O	7.6216	4.851	21.1601	0.012	0.0241	-0.0215
O	5.2102	7.484	12.5563	0.0007	-0.0108	-0.0094
O	0.4336	9.0711	12.5056	0.0033	-0.001	-0.0168
O	7.5819	1.0666	13.5741	-0.0035	-0.0022	-0.0123
O	7.1119	9.6432	14.7442	0.0032	-0.0023	0.0053
O	8.9789	5.0333	12.6965	-0.0013	0.0123	-0.0085
O	8.0931	8.0429	16.9081	-0.0041	0.0074	0.0056
O	6.218	2.569	21.9056	-0.0022	-0.0243	0.0114
O	2.4615	9.0712	14.1108	0.0024	0.009	0.0046
O	0.4284	4.4952	11.863	0.0094	0.0045	-0.0209
O	0.8191	8.3154	20.927	-0.0092	-0.0234	-0.0179
O	9.3924	3.8361	10.3477	0.0217	0.016	0.0038
O	9.6592	2.3897	12.5294	0.0004	-0.0125	-0.0136
O	7.6195	8.5592	19.3926	0.0079	-0.0032	0.0299
O	2.5526	8.1735	11.3703	-0.0231	-0.0047	0.0331
O	3.9776	3.062	15.3801	0.0011	0.0024	0.0018
O	0.8318	4.4895	14.4377	-0.0047	-0.0026	0.0017
O	10.0469	3.0003	18.9553	-0.0006	0.0069	0.005
O	9.1434	7.8082	12.9456	-0.0012	-0.0104	-0.0092
O	10.5146	0.5375	20.072	0.0012	-0.0025	0.0279
O	6.0305	5.0469	11.9336	-0.0008	0.0174	-0.0099
O	8.1584	2.7435	17.0042	-0.0022	-0.0004	0.012
O	3.5398	5.4847	16.7271	-0.0001	0.0001	0.0137
O	4.6711	9.1338	10.3847	0.0246	0.0034	-0.0054
O	1.5359	6.6783	13.1868	-0.0036	-0.0067	-0.0179
O	4.7607	5.494	14.3427	-0.0042	-0.008	0.0024
O	2.0538	3.8553	20.9122	0.028	-0.0065	-0.0205
O	10.5563	1.4152	16.9484	0.0006	-0.0028	0.0121
O	0.9509	6.0796	16.5468	0.0024	0	0.0136
O	7.3308	10.9469	21.9338	0.0017	0.0261	0.0132
O	5.9336	0.914	19.9111	-0.0231	-0.004	0.0088
O	6.0656	10.0354	12.4075	0.0069	0.019	-0.0038
O	2.8492	0.5478	15.6088	-0.0004	0.0008	0.0051
O	7.0555	8.0215	10.7818	-0.0274	0.0005	-0.0009
O	10.2444	8.0205	18.6849	-0.0074	-0.0052	0.0234
O	3.4437	9.1965	16.5775	0.0039	0.0019	0.0076

Results
free energy: -141734.081 eV
free energy less fixed offsets of As -4856.12, O -568.88, Si -635.61 eV per atom: -4.871 eV

The program warned: the cutoff lies below the one the program advises for these potential files; the exchange-correlation potential is rough where the density is thin.
